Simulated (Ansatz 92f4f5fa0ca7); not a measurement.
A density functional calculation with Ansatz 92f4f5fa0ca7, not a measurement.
Periodic cell of 228 atoms, Si140O88, from a study of silicon, its oxide and their interface. The atomic structure is a simulated model.
This geometry differs little from another in the collection (a relaxation step or a small displacement).

Settings: functional r2SCAN; potential files Ansatz PAW; basis plane waves; wave-function cutoff 800 eV; density cutoff ratio 5; exchange-correlation grid ratio 1; k mesh 1 x 1 x 1, shifted by 0.5 0.5 0 of a step; self-consistency stop 1e-10 eV per atom in the density residual; occupations fixed; spin none; net charge 0.

Cell vectors (angstrom)
a  10.887  0  0
b  0  10.887  0
c  0  0  33.6095

Atoms and the computed forces on them: element, x, y, z (angstrom), force x, y, z (eV/angstrom)
Si  -0.3413  0.0513  0.1689  0.0191  0.0312  0.1705
Si  2.9153  2.3104  -0.028  -0.0083  -0.0254  0.1983
Si  -0.4103  5.7975  -0.0026  -0.018  0.0094  0.1575
Si  2.8204  7.8976  0.0849  0.0291  -0.0432  0.1592
Si  5.1157  0.0411  0.1293  -0.0055  0.0403  0.1633
Si  8.4047  2.3556  0.1165  0.0045  -0.0231  0.1467
Si  4.9563  5.5755  -0.1274  0.0157  0.0531  0.1839
Si  8.3123  8.094  0.1784  -0.0202  -0.0725  0.1469
Si  1.3181  1.2509  1.3361  0.0142  0.0079  0.0115
Si  3.9449  4.0066  1.2872  0.0049  0.0163  0.0051
Si  1.2513  6.7554  1.3766  0.0106  0.0071  0.0027
Si  3.9442  9.4468  1.4544  0.0299  -0.0011  0.0064
Si  6.7681  1.23  1.369  -0.0105  -0.0039  0.0174
Si  9.4761  4.0769  1.2934  -0.0224  0.0076  0.0025
Si  6.6683  6.7309  1.1727  -0.0238  0.0282  -0.0006
Si  9.4599  9.4915  1.6181  -0.0152  -0.0179  0.038
Si  -0.003  2.7264  2.6589  -0.0186  -0.0268  0.0333
Si  2.6295  -0.0503  2.7875  -0.0044  -0.0137  0.054
Si  0.0054  8.1295  2.8285  -0.0136  0.0088  0.0488
Si  2.6233  5.3634  2.703  0.0126  0.0123  0.0474
Si  5.4032  2.6932  2.6534  -0.0166  -0.0072  0.0343
Si  8.0722  -0.0241  2.8586  0.0136  -0.0288  0.0473
Si  5.4117  8.0915  2.6816  -0.0104  -0.0027  0.0287
Si  8.0551  5.4157  2.6275  0.0165  -0.0046  0.0473
Si  1.3127  4.034  4.1036  0.0113  0.0048  -0.004
Si  4.0508  1.342  4.0585  0  -0.0245  -0.0281
Si  1.3302  9.5001  4.1821  -0.0019  -0.0055  0.0147
Si  4.0368  6.7503  4.0353  -0.0329  0.0003  -0.0103
Si  6.7527  4.0614  4.0451  0.0035  -0.0025  -0.0197
Si  9.5093  1.3883  4.07  -0.0104  -0.0174  -0.0235
Si  6.7295  9.4485  4.1272  0.0096  0.0174  0.0059
Si  9.4497  6.7471  4.0558  0.0024  -0.0063  -0.0217
Si  -0.0352  0.0229  5.4639  -0.0074  -0.0024  0.0115
Si  2.7102  2.6987  5.4464  -0.0128  0.0148  0.017
Si  -0.0507  5.4172  5.4342  0.0174  0.0089  0.0152
Si  2.7378  8.1325  5.4559  0.0003  -0.0158  0.0139
Si  5.3989  -0.0202  5.4466  0.0186  -0.0067  0.0078
Si  8.1522  2.7409  5.4262  -0.01  -0.0053  0.012
Si  5.4136  5.4299  5.421  -0.0011  -0.0063  0.009
Si  8.1436  8.1273  5.4562  0.0043  0.009  0.0109
Si  1.3539  1.3579  6.8264  -0.0048  -0.0129  0.0093
Si  4.074  4.0765  6.7944  -0.0024  -0.0143  0.0031
Si  1.3478  6.7836  6.7817  -0.0051  0.0046  0.0057
Si  4.074  9.5111  6.8311  -0.0096  -0.0183  0.0104
Si  6.8033  1.353  6.772  -0.0007  -0.0037  0.0108
Si  9.509  4.0758  6.8241  -0.0106  0.005  -0.0002
Si  6.7832  6.7817  6.8122  0.0024  -0.006  0.0094
Si  9.5065  9.5247  6.7993  0.0017  0.0018  0.0091
Si  0.0085  2.7363  8.1865  -0.0008  -0.0038  -0.0048
Si  2.7285  0.004  8.1816  0.0059  0.005  -0.0031
Si  0.0383  8.1968  8.1364  -0.0131  -0.0149  0.0037
Si  2.7178  5.4412  8.1556  0.0034  0.0203  0.0007
Si  5.4736  2.7397  8.1368  -0.0132  -0.004  0.0023
Si  8.1589  0.0051  8.1577  0.0189  0.0021  0.0059
Si  5.4608  8.1714  8.1866  0.0017  0.0146  -0.0035
Si  8.1705  5.4522  8.1797  0.0147  0.0042  -0.0067
Si  1.3874  4.0966  9.5495  -0.0133  -0.0129  -0.0134
Si  4.1254  1.3864  9.4916  -0.0082  -0.0139  -0.0012
Si  1.3887  9.5336  9.5524  0.0175  0.0224  -0.0064
Si  4.0862  6.8033  9.5177  -0.0007  0.0032  -0.0058
Si  6.8233  4.0844  9.5396  0.0194  0.0075  -0.0081
Si  9.5334  1.3579  9.5203  0.0143  0.0005  -0.0016
Si  6.8228  9.5499  9.5508  -0.0056  -0.0196  -0.0114
Si  9.5716  6.8458  9.4795  -0.0067  0.0014  0.0006
Si  0.0347  0.0377  10.8939  -0.0013  -0.0094  -0.0109
Si  2.8021  2.7371  10.8777  -0.0167  0.0123  -0.0184
Si  0.039  5.5189  10.8659  0.0169  -0.0096  -0.0091
Si  2.7903  8.1909  10.9102  -0.0059  -0.0028  -0.0179
Si  5.4693  0.0666  10.8944  0.0108  -0.0104  -0.019
Si  8.1969  2.7209  10.8976  -0.0049  -0.0026  -0.0148
Si  5.4631  5.4674  10.8834  -0.0068  0.0068  -0.0175
Si  8.2494  8.1996  10.863  -0.0049  0.0212  -0.0084
Si  1.4479  1.3854  12.2268  -0.0203  0.0182  0.0163
Si  4.1494  4.0882  12.2764  0.0006  0.0014  0.0145
Si  1.4237  6.8441  12.2658  -0.0035  0.0003  0.0192
Si  4.1555  9.584  12.2659  0.0078  -0.0276  0.0247
Si  6.8284  1.3943  12.3046  0.0038  0.0002  0.0149
Si  9.5694  4.1379  12.1811  -0.0088  -0.0079  0.0151
Si  6.8709  6.8444  12.1785  -0.0112  -0.0074  0.0272
Si  9.5755  9.5724  12.2669  -0.0085  -0.0073  0.0307
Si  0.1624  2.8852  13.4927  -0.0183  -0.0434  -0.0321
Si  2.733  -0.012  13.6485  0.0314  0.0173  -0.0208
Si  0.0613  8.2149  13.6194  -0.0013  -0.012  0.0201
Si  2.829  5.4942  13.6102  0.0087  0.0097  -0.0071
Si  5.49  2.756  13.7167  -0.0046  -0.0036  -0.0121
Si  8.2288  0.0545  13.6504  0.0135  0.0174  0.0066
Si  5.6855  8.3197  13.5586  -0.0511  -0.0121  -0.0272
Si  8.1301  5.4097  13.5397  0.0491  0.0348  -0.0521
Si  1.4857  4.1699  15.0247  0.0223  0.0188  0.0124
Si  4.1186  1.3413  15.0133  0.0068  -0.006  -0.0045
Si  1.3595  9.5316  15.1068  0.016  -0.0013  0.0133
Si  4.3086  6.9116  14.7552  -0.0006  0.0268  -0.0383
Si  6.8551  4.1224  15.1144  -0.0118  -0.0002  0.0382
Si  9.6482  1.5496  14.7485  0.0283  0.0079  -0.0446
Si  7.0209  9.5814  15.1768  0.0097  0.0128  -0.0138
Si  9.5308  6.7733  14.7824  -0.0121  -0.0298  -0.0135
Si  0.1364  0.3955  16.2001  0.0286  -0.021  -0.2126
Si  2.5297  2.4777  16.3121  -0.0291  -0.0238  -0.1975
Si  -0.1929  5.3475  16.1856  0.013  -0.0127  -0.1941
Si  3.1428  8.3387  16.1498  -0.0241  0.0297  -0.2097
Si  5.2704  -0.2109  16.3669  0.0079  -0.0432  -0.1876
Si  8.6139  3.0207  16.2591  -0.0399  0.0495  -0.1957
Si  5.7752  5.8792  16.2855  0.0605  -0.0376  -0.2048
Si  8.2318  7.8482  16.3924  -0.049  0.0445  -0.2185
Si  -4.3694  18.6262  24.3574  0.0141  0.026  -0.0148
Si  -10.4738  23.5885  23.0189  0.0337  -0.0309  -0.1394
Si  -10.4111  17.6034  23.8864  0.018  0.0489  -0.0662
Si  -10.6875  18.8485  21.2152  0.0592  0.0341  -0.2185
Si  7.013  1.5128  25.8751  0.0471  0.0441  0.1601
Si  -0.4491  16.3862  30.5955  -0.0153  0.0054  0.1563
Si  -11.0985  18.4804  18.3011  -0.0476  -0.0393  -0.2464
Si  17.1712  -21.8211  19.2762  -0.0112  -0.0279  -0.2794
Si  -8.7196  1.5129  30.8512  -0.0081  0.0438  0.1623
Si  23.372  -1.1386  19.3906  -0.0269  -0.0437  -0.1247
Si  -13.2665  -18.9166  28.2526  0.0358  0.0623  0.1707
Si  2.3151  -6.7011  23.9059  0.0199  -0.0125  -0.0229
Si  -6.9183  -19.436  25.8039  -0.0181  0.0193  0.1489
Si  -3.1041  16.4337  29.25  0.0191  -0.0237  0.1441
Si  -9.5176  -1.2321  31.5742  0.0127  -0.0066  0.2095
Si  2.7594  3.6771  19.1091  -0.0421  -0.0207  -0.2772
Si  -16.0037  1.1766  22.0436  -0.0179  -0.0244  -0.1207
Si  -5.608  -6.6875  30.5626  0.0341  0.0168  0.1789
Si  -14.8821  -33.6632  31.5945  0.0066  0.0216  0.2289
Si  -6.5273  -13.0742  20.1305  -0.0249  -0.0044  -0.2301
Si  -14.4834  12.9755  31.0023  -0.0225  0.0002  0.152
Si  -7.1906  17.2317  18.4031  0.0083  0.0322  -0.2507
Si  -0.0274  -2.6545  29.2978  -0.0449  -0.0438  0.2189
Si  -10.7614  -12.8888  26.1829  -0.0267  -0.0354  0.1776
Si  -13.0282  29.1403  22.6642  0.0501  0.0417  -0.087
Si  -8.8764  10.8512  24.8458  -0.0057  0.0176  0.021
Si  -17.3976  -7.0478  21.7302  -0.0404  -0.0243  -0.1396
Si  33.3041  -9.2202  19.9516  -0.0153  -0.0046  -0.2137
Si  6.8874  -16.4796  22.6677  -0.0242  -0.0001  -0.0652
Si  -3.0285  -2.3464  29.1364  0.0291  -0.066  0.1955
Si  -21.3896  13.7627  29.0252  0.0218  -0.0017  0.1555
Si  -2.9915  9.4531  26.2983  0.027  0.0155  0.1502
Si  8.2168  2.485  23.3239  -0.0425  -0.0225  -0.0164
Si  14.1823  -18.7798  28.7218  -0.0389  0.0053  0.2288
Si  15.1956  -12.2796  23.1493  0.0115  -0.0169  -0.1502
Si  30.7888  22.7527  18.4362  0.0403  0.0006  -0.2429
O  4.3171  -3.7307  -13.9552  0.0143  0.025  0.1198
O  -9.1269  -7.6098  -5.3429  0.0239  0.0225  -0.0801
O  -16.1471  -6.0234  -11.8529  0.035  0.0328  0.0169
O  0.0845  -5.523  -1.4918  0.0182  -0.0202  -0.1354
O  -3.1361  -6.8908  -10.566  0.0152  0.0131  0.0314
O  6.3496  -5.7843  -3.8192  0.0308  0.0302  -0.0647
O  -1.6842  -13.7264  -15.8863  0.0661  0.0062  0.157
O  22.3451  7.775  -8.5122  0.0204  -0.0136  -0.0161
O  9.7473  -8.6837  -10.6541  -0.0105  0.0106  0.0147
O  3.185  -12.2688  -14.2519  0.0178  0.0291  0.0611
O  4.1063  24.4768  -6.2322  0.0377  -0.0241  -0.1552
O  2.3273  2.6005  -1.5402  -0.023  -0.0111  -0.1522
O  -32.7263  15.0366  -3.7484  0.0095  -0.0389  -0.0803
O  10.0803  2.4954  -5.6239  -0.0366  -0.016  -0.0788
O  -1.356  1.2416  -0.3026  0.005  -0.001  -0.0853
O  0.7912  8.8931  18.2509  0.0414  0.0583  0.0744
O  -6.065  13.3241  22.4065  -0.0039  -0.0095  0.0511
O  -21.5262  28.503  29.8193  0.0198  0.0457  -0.0893
O  5.6668  11.2654  17.8366  0.0306  0.0341  0.1887
O  -5.6778  -10.9715  22.8641  0.0054  -0.0024  0.0623
O  -16.0162  0.9422  20.4394  -0.0287  0.0683  0.143
O  -7.6025  1.7006  29.7025  0.0318  0.006  -0.107
O  11.7579  1.463  21.5209  0.0079  0.0004  0.1389
O  7.2908  1.4672  22.4808  0.0335  -0.0036  0.0344
O  -4.4664  -4.7459  24.0058  -0.007  -0.011  0.0188
O  7.2015  -32.7493  25.7293  -0.0178  -0.0098  -0.0527
O  3.9004  3.4786  20.2302  0.0865  0.0087  0.1492
O  2.9325  31.675  23.8978  -0.0085  -0.0208  0.0065
O  -10.6189  -4.5578  17.41  0.0484  0.0539  0.1439
O  8.8234  5.6424  30.4984  -0.0643  -0.0092  -0.0475
O  -0.9103  10.9982  17.4429  -0.0583  -0.0195  0.1624
O  -16.6719  19.3444  24.099  -0.0205  -0.0129  0.0371
O  1.2371  24.8287  23.5884  -0.0032  0.0369  0.0301
O  -9.5881  1.4537  16.6776  0.0067  0.0169  0.0844
O  25.7015  -4.0782  33.1939  -0.0137  -0.002  -0.0707
O  14.8311  15.067  29.6345  -0.0428  -0.0147  -0.0977
O  22.5689  0.5631  23.9557  -0.0001  -0.0286  0.016
O  -9.9092  -12.5606  30.0837  -0.0192  -0.0205  -0.1466
O  3.1707  -17.2694  22.5702  -0.0314  0.0271  0.0462
O  -13.9771  24.6672  32.3146  -0.0058  0.0375  -0.0743
O  -14.0371  -1.3409  27.8982  -0.0096  0.0386  -0.1607
O  -36.0912  -19.7358  27.3469  -0.0648  -0.0661  -0.1169
O  -31.2313  16.3689  24.321  -0.0063  0.0003  0.0282
O  -11.8144  12.5457  19.5624  0.0226  0.0251  0.0937
O  18.2587  22.2726  31.2404  0.009  -0.0211  -0.0545
O  22.7956  9.2863  20.8279  -0.0317  -0.0285  0.0978
O  -32.7708  7.1143  19.8542  -0.0032  -0.0061  0.1534
O  -3.2592  7.024  28.6221  -0.0218  0.0272  -0.0843
O  -5.3858  12.8118  25.4389  -0.0156  -0.0035  -0.0604
O  -12.3687  -14.7814  33.2698  0.0425  -0.0299  -0.0943
O  -19.1651  -5.6184  18.9001  -0.0363  -0.0264  0.0937
O  5.4977  20.9545  32.3933  0.0019  -0.0512  -0.1083
O  0.7287  1.7011  30.1054  -0.0674  0.0095  -0.0908
O  17.6636  30.7681  30.2548  0.0026  -0.0465  -0.139
O  -18.4077  -7.2441  25.0309  0.0048  0.029  -0.0185
O  5.7861  -12.4262  19.6923  0.0072  -0.0172  0.0824
O  4.88  -5.334  17.615  -0.0624  -0.0107  0.1728
O  -1.2597  8.3633  21.7694  -0.0576  0.0082  0.0473
O  20.3636  -1.525  25.9058  0.0033  0.0102  -0.0642
O  -12.4158  8.6607  29.7281  -0.0018  0.0438  -0.0596
O  -13.5094  24.2183  29.789  0.0569  -0.0021  -0.1128
O  -2.9765  -12.6838  32.5637  -0.0342  0.0706  -0.1222
O  -14.7198  -2.7512  25.8314  -0.028  -0.0228  -0.0243
O  -28.482  -1.3909  16.6534  -0.0068  0.0073  0.0763
O  2.3373  -10.8399  31.4753  0.0241  0.0119  -0.0433
O  6.9744  -4.0099  16.8125  0.0034  -0.0072  0.0699
O  1.3253  24.8408  19.5259  -0.0284  -0.0002  0.073
O  -1.1352  28.2808  23.6442  -0.0158  -0.0311  0.0284
O  2.9644  -9.7885  25.509  -0.005  -0.0201  -0.0184
O  10.9669  -11.6811  32.4475  0.0114  -0.0351  -0.1102
O  -17.6966  19.6584  21.7164  -0.0058  0.0203  0.1447
O  26.9018  4.8434  32.0368  -0.0085  -0.0499  -0.1336
O  -3.1999  -13.4385  23.3993  -0.0153  0.0164  0.0089
O  -24.76  0.0286  19.1267  -0.0165  -0.0143  0.0965
O  2.9029  7.3632  17.4345  -0.0108  -0.0443  0.1491
O  14.088  2.9757  17.7138  0.032  0.0344  0.1748
O  8.2442  13.0271  17.5915  -0.0098  -0.0424  0.1683
O  23.1515  0.4363  19.2038  0.0214  0.0112  0.0663
O  20.5541  4.1893  16.7499  -0.0065  -0.0121  0.0675
O  2.1557  -2.4105  32.331  -0.0465  0.0489  -0.129
O  11.885  -3.6813  22.4091  0.0278  -0.0299  0.0704
O  -2.6044  -6.4165  28.1357  0.0111  -0.0266  -0.0754
O  -21.5799  -13.4547  27.7038  0.0321  0.0394  -0.2153
O  4.1723  1.2979  33.3066  0.0137  0.0016  -0.0992
O  -26.8529  2.664  30.6953  -0.0246  -0.0135  -0.0641
O  -13.7148  -30.4279  24.8986  0.0228  0.0271  -0.0381
O  12.1289  -0.834  26.0304  0.0325  0.0132  -0.011
O  7.8645  -26.3739  21.8296  -0.0127  -0.0252  0.0144

Results
free energy: -139742.784 eV
free energy less fixed offsets of O -570.45, Si -639.56 eV per atom: -4.784 eV

The program warned: the cutoff lies below the one the program advises for these potential files; the forces do not sum to zero within the program's tolerance; empty levels may hold ghost states of the PAW files; the exchange-correlation potential is rough where the density is thin.
